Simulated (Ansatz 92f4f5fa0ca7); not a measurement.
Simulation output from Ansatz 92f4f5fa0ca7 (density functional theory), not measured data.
Periodic cell of 363 atoms, Si241O122, from a study of silicon, its oxide and their interface. The atomic structure is a simulated model.
Doubt: the cutoff is far below the 930 eV that the study's wrapper takes by default for these files, so forces and energies are approximate.
This geometry differs little from another in the collection (a relaxation step or a small displacement).

Settings: functional PBE; potential files Ansatz PAW; basis plane waves; wave-function cutoff 580 eV; density cutoff ratio 5; exchange-correlation grid ratio 1; k mesh 1 x 1 x 1, Gamma-centred; self-consistency stop 5e-08 eV per atom in the density residual; occupations fixed; spin none; net charge 0.

Cell vectors (angstrom)
a	11.6015	0	0
b	0	13.3963	0
c	0	0	41.495

Atoms: element, x, y, z (angstrom)
Si	0	2.2327	1.1851
Si	3.8672	2.2327	1.1851
Si	7.7343	2.2327	1.1851
Si	1.9336	5.5818	1.1851
Si	5.8008	5.5818	1.1851
Si	9.6679	5.5818	1.1851
Si	0	8.9308	1.1851
Si	3.8672	8.9308	1.1851
Si	7.7343	8.9308	1.1851
Si	1.9336	12.2799	1.1851
Si	5.8008	12.2799	1.1851
Si	9.6679	12.2799	1.1851
Si	1.9336	1.1164	1.9745
Si	5.8008	1.1164	1.9745
Si	9.6679	1.1164	1.9745
Si	0	4.4654	1.9745
Si	3.8672	4.4654	1.9745
Si	7.7343	4.4654	1.9745
Si	1.9336	7.8145	1.9745
Si	5.8008	7.8145	1.9745
Si	9.6679	7.8145	1.9745
Si	0	11.1635	1.9745
Si	3.8672	11.1635	1.9745
Si	7.7343	11.1635	1.9745
Si	1.9336	1.1164	4.3426
Si	5.8008	1.1164	4.3426
Si	9.6679	1.1164	4.3426
Si	0	4.4654	4.3426
Si	3.8672	4.4654	4.3426
Si	7.7343	4.4654	4.3426
Si	1.9336	7.8145	4.3426
Si	5.8008	7.8145	4.3426
Si	9.6679	7.8145	4.3426
Si	0	11.1635	4.3426
Si	3.8672	11.1635	4.3426
Si	7.7343	11.1635	4.3426
Si	0	0	37.1544
Si	3.8672	0	37.1544
Si	7.7343	0	37.1544
Si	1.9336	3.3491	37.1544
Si	5.8008	3.3491	37.1544
Si	9.6679	3.3491	37.1544
Si	0	6.6981	37.1544
Si	3.8672	6.6981	37.1544
Si	7.7343	6.6981	37.1544
Si	1.9336	10.0472	37.1544
Si	5.8008	10.0472	37.1544
Si	9.6679	10.0472	37.1544
Si	0	0	39.5225
Si	3.8672	0	39.5225
Si	7.7343	0	39.5225
Si	1.9336	3.3491	39.5225
Si	5.8008	3.3491	39.5225
Si	9.6679	3.3491	39.5225
Si	0	6.6981	39.5225
Si	3.8672	6.6981	39.5225
Si	7.7343	6.6981	39.5225
Si	1.9336	10.0472	39.5225
Si	5.8008	10.0472	39.5225
Si	9.6679	10.0472	39.5225
Si	0	2.2327	40.3119
Si	3.8672	2.2327	40.3119
Si	7.7343	2.2327	40.3119
Si	1.9336	5.5818	40.3119
Si	5.8008	5.5818	40.3119
Si	9.6679	5.5818	40.3119
Si	0	8.9308	40.3119
Si	3.8672	8.9308	40.3119
Si	7.7343	8.9308	40.3119
Si	1.9336	12.2799	40.3119
Si	5.8008	12.2799	40.3119
Si	9.6679	12.2799	40.3119
Si	-4.4473	-6.7642	31.1425
Si	6.9873	-5.7532	27.4354
Si	7.1136	-1.3326	24.9304
Si	-2.4561	5.457	30.9498
Si	11.0021	4.105	26.465
Si	10.0266	8.3067	27.5039
Si	0.2849	8.8727	31.1917
Si	5.9237	4.6037	27.7587
Si	3.8579	8.1226	29.3612
Si	3.8004	4.9491	29.9546
Si	6.9831	10.435	30.178
Si	9.1169	10.9517	29.1575
Si	-1.3	-2.6594	31.1852
Si	3.2125	-3.7345	18.6544
Si	8.3598	2.3354	30.905
Si	5.6399	0.7815	30.1611
Si	2.0317	11.4988	26.8687
Si	13.476	7.9236	23.785
Si	-5.359	8.2671	29.6031
Si	0.9301	4.2911	29.2535
Si	2.6884	9.343	31.0253
Si	1.3266	16.2352	24.9362
Si	3.0169	11.696	31.059
Si	11.0206	6.8154	30.0716
Si	0.2208	2.0754	33.1044
Si	4.1599	2.0852	32.6695
Si	7.9703	2.161	33.2312
Si	3.9987	4.4421	32.3037
Si	6.004	5.5339	32.8984
Si	9.909	5.3712	33.2392
Si	0.1411	8.6731	33.484
Si	3.7981	8.8885	33.1867
Si	8.2481	9.9985	32.1138
Si	2.1868	12.1454	33.2465
Si	5.8564	12.2953	33.3371
Si	9.9766	12.173	33.1732
Si	2.2091	1.051	33.8144
Si	5.9261	1.1791	33.9621
Si	9.9258	1.031	33.9831
Si	0.3091	4.2664	33.9931
Si	2.5435	5.2078	34.0164
Si	7.8652	4.3879	34.022
Si	2.1147	7.5871	34.2008
Si	5.7087	7.6475	33.9635
Si	9.7827	7.5363	34.1002
Si	0.2183	11.0061	34.0788
Si	4.0215	11.063	34.1709
Si	7.9062	11.371	33.963
Si	1.9755	1.1234	36.2662
Si	5.8042	1.1302	36.3413
Si	9.6896	1.0908	36.3514
Si	-0.0006	4.4257	36.3539
Si	3.7445	4.536	36.2142
Si	7.731	4.4626	36.373
Si	1.9508	7.8185	36.4894
Si	5.7797	7.8109	36.3427
Si	9.6642	7.7934	36.4146
Si	0.0242	11.1674	36.4071
Si	3.8776	11.1482	36.4662
Si	7.7471	11.1458	36.3294
Si	-0.0047	0.0051	5.0109
Si	3.8859	0.0037	5.1678
Si	7.7292	-0.0036	5.1455
Si	1.9123	3.364	5.0807
Si	5.7957	3.3555	4.9994
Si	9.6296	3.3526	5.163
Si	-0.007	6.7225	5.1414
Si	3.8715	6.7038	5.101
Si	7.7471	6.6957	5.0975
Si	1.9441	10.0525	5.1162
Si	5.8148	10.0433	5.2555
Si	9.6605	10.0473	5.2449
Si	-0.0031	0.0159	7.3072
Si	3.9557	0.0692	7.5596
Si	7.6913	0.0162	7.5272
Si	1.7395	3.4395	7.4083
Si	5.6695	3.388	7.2822
Si	9.456	3.3622	7.5489
Si	-0.0057	6.825	7.5168
Si	3.8829	6.7532	7.4437
Si	7.7935	6.6633	7.4439
Si	2.0052	10.0893	7.4737
Si	5.8721	10.0152	7.7675
Si	9.6726	10.0626	7.7327
Si	-0.1745	2.2372	8.1034
Si	3.7127	2.3954	8.0779
Si	2.3881	4.8048	14.0133
Si	0.092	7.0907	11.618
Si	5.8115	5.5658	8.1196
Si	9.7328	5.5869	8.3461
Si	0.1183	9.072	8.435
Si	-2.014	3.5568	11.5367
Si	7.7928	8.7378	8.5536
Si	1.9622	12.372	8.1106
Si	5.8635	12.3053	8.5516
Si	9.6911	12.4012	8.2773
Si	1.91	5.6785	8.1959
Si	3.5105	-1.3765	12.6577
Si	6.0772	5.5984	10.4446
Si	-3.7925	7.3129	10.6665
Si	3.0355	8.3587	10.5925
Si	7.1639	0.5869	13.4196
Si	-5.0759	11.9497	20.9519
Si	1.2566	12.8564	10.2597
Si	7.4139	15.6296	8.3033
Si	4.4155	18.5399	15.9997
Si	3.868	8.9229	8.407
Si	7.5495	7.9933	12.8627
Si	2.0645	6.2283	10.4674
Si	6.3204	-4.3855	25.5347
Si	8.5359	0.1652	22.7192
Si	-5.501	2.0251	10.3936
Si	3.8772	4.9931	11.2995
Si	10.8109	0.5277	14.0586
Si	-2.4865	2.1166	13.5712
Si	5.8489	13.1508	10.8849
Si	10.5066	13.189	10.3538
Si	0.3014	7.1641	14.0074
Si	7.2528	17.1668	11.3814
Si	4.5755	14.6465	17.5101
O	3.8421	-5.0236	12.0762
O	19.2027	13.0602	21.4738
O	-0.72	-18.4351	26.1174
O	7.9864	24.1047	15.2008
O	6.6944	16.4276	22.8187
O	16.726	-1.2573	21.7865
O	4.6803	3.0791	24.4989
O	-0.0188	16.0832	25.8545
O	0.9278	22.0368	14.4576
O	30.1006	19.4956	18.2018
O	22.1694	15.7487	20.959
O	9.41	17.3374	26.7199
O	-6.486	13.9459	28.6066
O	-5.0881	-7.3326	27.356
O	-3.2683	-20.7308	23.2772
O	4.0024	1.7504	26.6575
O	20.3496	17.2858	30.4306
O	-17.9404	-22.2421	29.2696
O	24.7932	6.3161	23.7698
O	-10.094	-13.7404	17.7716
O	-3.3025	25.7872	23.8487
O	-7.969	26.3617	14.0015
O	27.9281	4.6305	17.5033
O	5.2829	8.1688	21.1407
Si	3.8677	-8.7953	20.6728
Si	7.2933	21.031	17.8125
Si	12.4537	9.2188	10.7625
Si	-11.2207	18.6364	23.8597
Si	-6.8748	22.6012	13.1824
Si	11.5719	25.3223	25.4812
Si	3.8209	-10.6073	10.3625
Si	8.0061	15.806	23.605
Si	3.9634	-10.1996	25.9326
Si	9.1484	10.2563	14.1466
Si	0.2264	9.5526	15.6259
Si	-15.1138	7.6891	23.322
Si	6.7702	8.7805	20.7677
Si	10.1832	12.9274	17.0434
Si	11.1659	31.1931	17.5358
Si	-13.8796	18.3378	22.6124
Si	21.3797	5.9153	10.7527
Si	-0.3679	27.7025	21.3825
Si	11.3648	1.6725	30.7897
Si	-0.4657	28.8819	10.4137
Si	7.7952	7.9652	32.9548
Si	12.8571	11.2901	11.9753
Si	10.3408	20.6616	16.6032
Si	1.732	28.8889	13.3156
Si	1.8031	1.6135	11.0648
Si	-6.2595	25.3138	18.2432
Si	3.2313	9.2983	26.367
Si	13.6322	16.2816	18.6044
Si	19.1002	25.4418	16.0029
Si	13.3208	12.9202	29.5103
Si	7.0651	5.1479	14.2528
Si	-5.5615	4.7405	18.4857
Si	-2.0475	3.3199	20.1014
Si	-7.0039	21.6241	16.2253
Si	-17.7581	-1.3558	31.0442
Si	16.2945	13.0487	23.0685
Si	5.0816	16.1844	22.9711
Si	12.6123	11.4884	17.5903
Si	8.2613	29.5709	26.7187
Si	0.6231	40.9997	18.5962
Si	-7.8507	13.9434	27.6938
Si	-14.1551	13.2231	27.0192
Si	-12.4543	9.0299	24.6254
Si	3.6827	7.7773	21.1523
Si	7.2536	29.584	18.2036
Si	9.0091	16.7535	15.6106
Si	27.5404	1.0112	14.3549
Si	-0.8897	25.6159	12.4726
Si	1.6845	13.6159	23.5374
O	-18.9135	13.147	18.0753
O	19.2328	12.7904	26.299
O	-19.5819	18.44	12.9492
O	-13.4656	14.8718	30.5682
O	0.5783	25.9894	24.1163
O	30.2354	16.8095	27.5917
O	-7.0868	10.6399	18.8301
O	-18.914	12.811	11.406
O	11.7801	-13.2367	20.0442
O	10.3926	17.3503	18.8836
O	-2.8158	7.6026	17.0863
O	22.8918	21.9884	16.8582
O	18.508	23.7701	21.0963
O	10.7475	14.286	17.801
O	17.271	-0.74	24.3548
O	10.0944	26.8858	22.2105
O	22.4994	7.3985	28.5298
O	17.7335	38.4601	16.8227
O	12.0213	-4.7195	23.6515
O	8.6166	7.5539	27.227
O	15.1121	19.9361	29.6646
O	-4.3274	13.1643	14.8381
O	21.3056	-16.9866	28.0969
O	-35.898	3.6845	16.2158
O	-19.8822	15.6182	17.8461
O	-8.6852	8.2431	22.5457
O	3.3552	12.5625	26.8497
O	19.4502	21.4758	21.7615
O	-10.2768	11.7554	28.3759
O	8.265	29.2943	19.487
O	32.4105	16.919	23.4333
O	30.1852	12.9258	12.1176
O	12.7353	3.9389	17.6943
O	14.9778	-18.2933	27.81
O	20.1825	12.6167	17.1068
O	23.812	32.4444	30.121
O	4.7419	14.5526	15.9053
O	27.6542	22.2976	14.7526
O	38.8764	-6.6802	16.0362
O	7.1625	46.8893	13.7985
O	14.654	21.9962	19.8812
O	25.6526	8.3814	25.2475
O	12.5848	3.7316	23.6091
O	-24.2682	-3.136	14.9643
O	18.83	8.503	19.2084
O	6.002	15.1179	18.1675
O	3.1061	31.1801	15.4204
O	-13.8031	38.0553	12.8815
O	18.5998	-22.6713	12.9983
O	34.1796	32.8121	17.4449
O	20.7656	-0.9816	28.4268
O	-1.176	26.3149	26.1611
O	24.4414	10.7359	16.1365
O	-8.5129	-0.5979	23.3238
O	16.0863	37.5666	12.9504
O	-0.8694	24.0255	24.9235
O	22.4529	32.3172	22.7223
O	6.3006	22.4228	12.8719
O	-9.7784	23.9325	18.6417
O	8.9054	1.4217	27.3683
O	10.9666	25.0242	17.7139
O	23.6321	0.2548	30.2308
O	7.0672	41.8266	30.1212
O	-7.4307	43.9404	22.036
O	-10.0977	6.12	14.3423
O	25.1858	41.5871	24.6201
O	-34.1002	14.6049	14.2215
O	2.4802	14.1548	28.7121
O	14.2836	3.7812	19.8522
O	-17.8643	31.4983	19.9609
O	15.1152	8.9074	17.2405
O	23.4151	-8.9057	27.8126
O	12.6059	27.7897	22.2727
O	14.022	3.6795	25.7998
O	4.8276	14.6116	22.6356
O	1.3222	17.0897	13.4502
O	18.0297	25.6967	19.3759
O	-14.3899	22.1738	13.5541
O	10.5707	6.9155	14.9873
O	17.2883	1.3279	13.487
O	2.5621	4.1358	29.213
O	27.8975	4.3766	26.7381
O	4.7352	22.8252	25.6918
O	0.3049	2.9509	29.9265
O	-11.9261	18.6725	25.3488
O	19.6971	2.6586	16.7941
O	18.3677	8.0523	24.2439
O	-1.0795	13.1272	15.4642
O	18.6547	10.4647	25.2504
O	8.3466	-8.5808	15.2121
O	4.5056	1.58	31.0859
O	15.025	19.5545	20.9777
O	7.7244	2.3609	25.2244
O	-2.2169	-18.2885	23.9038
O	14.8354	42.3076	13.9618
O	6.1514	8.249	16.7894
O	-5.8692	4.8542	15.107
O	-14.1779	17.9546	21.0453

Results
free energy: -222577.977 eV
free energy less fixed offsets of O -568.88, Si -635.61 eV per atom: 7.393 eV

Forces (eV/angstrom), in the order of the atoms: element, x, y, z
Si	-0.0176	-0.0016	0.048
Si	0.0153	-0.0032	-0.0331
Si	-0.0427	0.0146	-0.0078
Si	0.0448	-0.0253	-0.0183
Si	0.036	-0.0667	0.0081
Si	-0.0276	-0.0587	-0.0244
Si	-0.0236	-0.0114	-0.0484
Si	0.0166	-0.0161	0.0117
Si	0.0357	-0.0277	-0.0171
Si	0.0069	0.0525	0.081
Si	-0.0135	0.0446	0.0016
Si	0.0242	0.0229	0.0642
Si	0.1287	0.0099	-0.0071
Si	0.0038	-0.0724	-0.0043
Si	-0.0978	0.0705	-0.0315
Si	-0.1461	0.0701	-0.0223
Si	-0.1023	0.0618	0.0109
Si	0.0353	0.0665	0.015
Si	-0.031	-0.0007	-0.0117
Si	0.0258	0.1015	-0.0088
Si	0.0198	0.1166	0.0031
Si	-0.0726	-0.1506	-0.0299
Si	0.1178	-0.0308	-0.0149
Si	-0.0091	-0.0912	-0.0521
Si	0.2839	0.0652	-0.0892
Si	0.03	-0.2129	-0.2731
Si	-0.3735	0.1915	-0.1059
Si	-0.3758	0.1984	0.0752
Si	-0.2391	0.1577	-0.4283
Si	0.1489	0.0756	-0.4933
Si	-0.0448	0.0602	-0.1096
Si	0.106	0.25	0.1726
Si	0.0437	0.2813	0.0361
Si	-0.1819	-0.3015	0.0882
Si	0.3494	0.0058	0.3683
Si	-0.0231	-0.1631	0.5519
Si	0.4484	0.1563	-0.1554
Si	0.0485	0.1683	-0.0931
Si	0.0505	-0.1109	-0.3081
Si	-0.0216	-0.1315	0.0246
Si	-0.5706	0.2986	-0.7033
Si	-0.0996	-0.168	-0.1375
Si	0.0737	-0.3515	0.1568
Si	0.1056	-0.1225	0.5336
Si	-0.2751	-0.0646	0.0442
Si	0.0028	0.098	0.6198
Si	0.2589	-0.2432	0.0903
Si	0.0954	-0.0436	-0.0824
Si	0.136	0.0652	0.0357
Si	0.0262	0.0964	0.03
Si	-0.0096	0.0057	0.0138
Si	0.0576	-0.0739	-0.0189
Si	-0.2126	0.1046	0.0321
Si	0.0047	-0.0413	0.0233
Si	-0.0123	-0.1137	-0.0178
Si	0.1265	-0.1159	-0.0097
Si	-0.0757	-0.0248	0.0079
Si	0.0114	-0.0243	-0.0069
Si	0.153	-0.0713	0.0048
Si	0.0085	-0.0356	0.0131
Si	0.0265	-0.004	0.0045
Si	-0.0058	0.0032	0.0508
Si	0.0495	-0.0219	-0.0952
Si	-0.0317	0.025	0.0002
Si	-0.0293	0.073	0.0695
Si	0.0172	0.0711	-0.0177
Si	0.0248	0.0182	0.008
Si	-0.0212	0.0066	-0.0023
Si	-0.0259	0.0248	0.0306
Si	-0.0126	-0.0547	-0.0063
Si	0	-0.0383	-0.0352
Si	-0.0197	-0.0182	-0.0723
Si	-0.0014	-0.0093	0.0161
Si	-0.0004	0.0079	0.0038
Si	0.0006	0.002	-0.0035
Si	0.0011	0.0075	0.006
Si	-0.0025	0.0001	0.0015
Si	0.004	-0.01	-0.0109
Si	0.0007	-0.0055	-0.0001
Si	-0.0004	-0.0001	0.0018
Si	0.0015	0.0147	-0.0156
Si	0.0002	-0.0004	-0.0177
Si	-0.0095	-0.0047	0.0074
Si	0.011	0.0126	-0.0375
Si	-0.0234	-0.0126	0.0197
Si	0.0013	-0.0024	0.0052
Si	0.0092	0.0091	-0.0044
Si	-0.0084	0.013	-0.0221
Si	-0.005	-0.007	-0.0084
Si	0.0025	0.0044	0.0034
Si	-0.0059	0.0077	-0.0143
Si	0.0073	0.0011	0.0074
Si	-0.0014	-0.006	-0.0013
Si	0.0038	-0.0046	-0.0034
Si	0.0075	-0.0051	0.0076
Si	0.0032	-0.0078	0.0029
Si	-0.0012	-0.0152	0.0061
Si	0.0006	-0.0054	0.0114
Si	0.0003	0.0031	0.0087
Si	-0.0075	-0.0067	0.0075
Si	0.009	0.0029	0.0005
Si	-0.0077	0.0007	-0.004
Si	-0.0034	0.0014	0.0067
Si	-0.0086	0.0049	0.0045
Si	0.0234	-0.0013	-0.0099
Si	0.0024	0.0023	0.0078
Si	0.0109	-0.0028	0.0021
Si	-0.0124	0.0001	0.0129
Si	0.0043	0.0014	-0.0074
Si	0.0011	-0.0022	-0.0038
Si	-0.0118	-0.0061	-0.0081
Si	-0.0032	0.0119	0.0068
Si	-0.0029	0.0068	0.0029
Si	0.0015	-0.0058	-0.0127
Si	0.0043	-0.0026	-0.0051
Si	-0.0001	-0.0049	0.0015
Si	0.0096	0.0037	0.0025
Si	-0.0007	-0.0024	-0.0039
Si	-0.0027	-0.0042	-0.002
Si	0.004	0.0428	0.0109
Si	-0.0017	-0.0004	0.0016
Si	0.0021	0.0014	0
Si	-0.0045	0.0055	0.003
Si	0.008	0.0047	-0.0013
Si	0.0035	-0.0065	-0.0073
Si	-0.0014	-0.0011	0.0054
Si	0.0007	-0.0023	-0.0026
Si	0.0059	-0.004	0.0019
Si	0.0023	-0.0008	0.001
Si	-0.0057	-0.0024	-0.0011
Si	0.001	0.0008	0.0027
Si	0.0041	-0.0055	-0.0033
Si	0.0038	-0.0007	-0.0053
Si	-0.0004	-0.0002	0.0011
Si	0.0011	0	0.0032
Si	0.0003	0.0018	-0.0003
Si	-0.0005	0.0029	-0.0069
Si	0.0047	0	0.0011
Si	-0.0001	-0.0042	0.0021
Si	-0.0023	-0.003	-0.0035
Si	-0.0045	-0.0008	0.0017
Si	-0.0037	-0.0035	-0.0011
Si	-0.0035	-0.0013	0.0011
Si	-0.0008	-0.0017	0.0001
Si	0.0024	-0.0007	0.0058
Si	0.0041	0.003	-0.0073
Si	-0.0052	0.003	-0.0052
Si	-0.0014	-0.0014	-0.004
Si	0.0079	0.0001	-0.0005
Si	0.0025	-0.0057	-0.0019
Si	-0.0048	0.0027	-0.003
Si	-0.0085	0.0065	0.001
Si	0.0053	-0.0004	-0.0035
Si	-0.0003	0	0.0019
Si	0.003	0.0034	0.005
Si	-0.0028	0.0005	-0.0006
Si	0.0037	0.0043	-0.0014
Si	-0.0097	-0.0016	0.0062
Si	0.014	-0.0157	-0.0077
Si	0.0124	0.0135	-0.0133
Si	0.006	-0.0024	-0.0007
Si	-0.0039	0.0151	0.0042
Si	-0.0038	-0.0036	0.0011
Si	0.0152	0.0101	0.0061
Si	0.0008	0.0037	0.0014
Si	-0.0063	0.0014	-0.0031
Si	0.005	-0.0086	-0.0074
Si	0.0046	-0.0031	0.0033
Si	0.0011	-0.0053	0.0012
Si	0.0359	-0.0228	0.0172
Si	0.0203	0.0089	0.0045
Si	0.0013	-0.0038	-0.0024
Si	-0.0256	-0.001	0.0081
Si	-0.0112	-0.0035	0.0031
Si	-0.0001	0.0014	0.0007
Si	-0.0319	-0.002	-0.0115
Si	0.0017	-0.0009	-0.0126
Si	0.0574	0.0768	0.0336
Si	0.0023	-0.0056	-0.0042
Si	-0.0132	0.0059	0.0144
Si	0.0204	-0.0002	-0.0036
Si	-0.0011	-0.0027	0.0008
Si	0.0031	0.0027	0.0017
Si	0.0074	0.0037	0.0385
Si	-0.0142	-0.0211	-0.0008
Si	0.0174	-0.0173	0.0021
Si	-0.0118	0.0201	-0.0028
Si	-0.0002	0.0064	0.0213
Si	0.0186	-0.0074	0.0037
Si	0.0059	0.005	0.0244
Si	-0.0256	-0.0279	-0.0105
Si	0.0021	0.0128	-0.0004
O	0.0199	0.0288	0.0339
O	-0.0015	-0.0024	0.0002
O	-0.0028	-0.0007	0.0056
O	0.0053	-0.0006	-0.0005
O	-0.0014	0.002	0.0043
O	0.0021	-0.0006	0.0005
O	-0.0024	0.0009	0.004
O	-0.0015	0	0.0044
O	-0.0022	-0.006	0.0004
O	-0.0021	0.0028	-0.0047
O	-0.0031	0.0018	0.0005
O	0.0032	0.0008	0
O	0.0025	-0.0066	0.0172
O	-0.0055	-0.0135	0.0017
O	0.0007	-0.0001	0.0019
O	-0.0006	0.0001	0.0041
O	-0.0044	-0.0107	0.0028
O	0.0042	0.0043	0.0007
O	-0.001	-0.0017	0.0027
O	0.0017	-0.0098	-0.0045
O	-0.0011	-0.0008	0.0036
O	0.0029	-0.0203	-0.0287
O	0.0312	0.0457	-0.0966
O	0.0016	0.0011	-0.001
Si	-0.0044	-0.0016	0.0012
Si	-0.0012	-0.0052	0.0095
Si	0.0199	0.0171	0.0089
Si	0.002	0.0036	-0.0046
Si	-0.0134	0.0567	0.0102
Si	0.0101	0.0015	0.0023
Si	0.0029	-0.0013	0.0025
Si	0.0002	-0.008	-0.0057
Si	0.0039	-0.0015	-0.0002
Si	-0.0047	0.0089	-0.0004
Si	-0.0025	0.0113	0.0012
Si	-0.0008	0.0018	0.0008
Si	-0.001	0.0017	0.0049
Si	-0.0043	0.0063	0.0087
Si	0.0078	-0.0119	0.0117
Si	-0.0015	-0.002	-0.004
Si	-0.0068	-0.0087	-0.006
Si	0.002	0.0018	-0.0027
Si	-0.0045	0.0076	-0.0344
Si	-0.0051	-0.0039	-0.0058
Si	0.0095	-0.0042	-0.0119
Si	-0.0175	-0.009	0.0121
Si	-0.0021	-0.0024	0.01
Si	0.0122	0.0069	0.0344
Si	0.0143	0.0209	-0.0099
Si	0.0008	0.0067	-0.0025
Si	-0.0078	0.0071	0.0159
Si	-0.0062	-0.0106	0.0029
Si	-0.005	0.0034	0.0001
Si	-0.0163	0.0013	-0.0349
Si	-0.0065	-0.0052	0.0351
Si	-0.0358	0.0012	-0.0104
Si	0.0001	-0.0059	-0.0022
Si	-0.0488	-0.0384	-0.0453
Si	0.0092	-0.0022	0.0054
Si	-0.0018	-0.0001	-0.0003
Si	0.0009	-0.0026	-0.0044
Si	0.0025	0.0067	0.0068
Si	-0.003	-0.0027	0.001
Si	0.0041	0.0139	0.0055
Si	0.0067	-0.0072	-0.0077
Si	0.0058	0.0028	-0.0092
Si	0.0014	0.0063	-0.0026
Si	0.001	-0.002	0.003
Si	-0.0068	-0.0095	-0.0008
Si	-0.0053	-0.0012	0.0195
Si	0.017	-0.0038	0.0078
Si	0.0071	0.0095	-0.0061
Si	-0.0049	-0.0068	-0.0031
O	0.0043	-0.0071	0.001
O	0.0014	-0.0009	0.0048
O	-0.0208	-0.0008	-0.001
O	0.0026	-0.0026	0.0122
O	0.0003	0.0018	0.0027
O	0.0008	0.0026	-0.0013
O	-0.0019	-0.0022	-0.0022
O	0.0011	-0.0085	0.0171
O	-0.0014	-0.0023	0.0021
O	-0.0036	0	0.004
O	0.0026	0.0006	-0.001
O	0	-0.0025	-0.0012
O	0.0001	-0.0024	-0.0011
O	-0.0042	-0.0067	-0.0075
O	0.0011	-0.0006	0.0016
O	-0.0008	0.0005	0.0014
O	-0.001	0.003	0.0053
O	0.0002	-0.0026	0.0073
O	0	-0.0037	0.0027
O	0.0007	0.0006	0.0052
O	-0.002	-0.0009	0.0031
O	-0.0015	-0.0026	0.0038
O	-0.0033	0.0055	0.0118
O	-0.0036	0.0017	-0.0013
O	0.0003	-0.005	0.0018
O	-0.0006	-0.0012	0.0003
O	0.0045	0.0105	0.0076
O	-0.001	0.0011	0
O	0.0053	0.0079	0.0238
O	0.0048	0.0071	-0.0001
O	0.0012	0.0027	0.0031
O	-0.0116	-0.0066	-0.0188
O	-0.0038	0.0051	-0.0036
O	0.004	-0.0062	0.0001
O	0.0011	-0.0023	-0.0013
O	0	0.0004	-0.0007
O	-0.0055	0.001	-0.0105
O	0.0119	-0.0432	0.0018
O	0.0678	-0.049	0.052
O	0.0089	-0.0128	0.0053
O	0.0011	0.0023	-0.0022
O	-0.0012	-0.0029	-0.0032
O	0.0009	-0.0002	0.0036
O	0.004	-0.0075	0.0006
O	0.0007	-0.0013	-0.0016
O	0.0042	-0.0005	0.0029
O	0.0136	0.021	0.0037
O	-0.0066	-0.0105	0.0078
O	-0.0053	0.004	0.0169
O	-0.0025	0.0067	-0.0046
O	-0.0034	-0.0149	0.0195
O	-0.009	0.0007	0.0079
O	-0.0024	-0.0064	-0.0037
O	0.0015	0.0021	0.0019
O	-0.0225	-0.0502	0.0197
O	-0.0003	-0.0051	0.0013
O	0.0015	-0.0012	0.0043
O	-0.0149	-0.0071	0.002
O	0.0001	-0.0023	-0.0009
O	0.0005	-0.0006	0.001
O	0.002	-0.0023	0.0003
O	0.0023	0.0073	0.0034
O	0.003	-0.0051	0.0083
O	0.0019	0.0003	0.0018
O	-0.0088	0.0076	-0.0013
O	0.0003	0.0038	0.0046
O	0.006	0.0084	-0.0018
O	-0.002	-0.0009	0.009
O	0.0061	0.0049	0.0037
O	0.003	0.0013	-0.0237
O	0.0325	-0.0196	-0.0441
O	-0.0022	0.0006	-0.0002
O	0.001	-0.0002	0.0058
O	-0.0015	-0.0002	0.003
O	-0.0009	0.0007	0.0042
O	0.0129	0.0008	0.0088
O	-0.0025	-0.0024	0.0012
O	0.0034	-0.0017	-0.0001
O	0.0071	-0.0001	-0.0104
O	0.0014	-0.0024	-0.0033
O	-0.0017	0.0025	0.0063
O	0.0039	0.0005	0.0074
O	0.0105	-0.0019	-0.001
O	-0.0024	-0.0156	0.0222
O	-0.0002	-0.0006	0.0046
O	0.0068	0.0134	-0.0145
O	0.0015	0	-0.0001
O	-0.0003	-0.0009	-0.0066
O	-0.0011	0.0016	0.0032
O	-0.0339	0.0049	-0.0224
O	-0.004	0.0046	0.0035
O	0.0008	0.0018	0.0019
O	-0.0007	0.0027	0.0062
O	0.0002	-0.0011	0.0026
O	-0.029	-0.0005	-0.0213
O	-0.0114	-0.0034	-0.0049
O	-0.0571	0.0551	0.0476
O	0.0013	0.0012	0.0046

The program warned: the cutoff lies below the one the program advises for these potential files; the forces do not sum to zero within the program's tolerance; the exchange-correlation potential is rough where the density is thin.
